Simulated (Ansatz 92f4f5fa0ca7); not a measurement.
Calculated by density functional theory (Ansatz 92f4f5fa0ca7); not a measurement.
Periodic cell of 174 atoms, Si99O75, from a study of silicon, its oxide and their interface. The atomic structure is a simulated model.

Settings: functional r2SCAN; potential files Ansatz norm-conserving; basis plane waves; wave-function cutoff 1300 eV; density cutoff ratio 4; exchange-correlation grid ratio 1; k mesh 2 x 2 x 1, shifted by 0.5 0.5 0.5 of a step; self-consistency stop 5e-08 eV per atom in the density residual; occupations Fermi-Dirac, 0.05 eV; spin none; net charge 0.

Cell vectors (angstrom)
a 11.5403 0 0
b 0 11.5403 0
c -5.2404 -5.8887 23.3368

Atoms: element, x, y, z (angstrom)
Si 1.8228 8.9487 0.1771
Si 11.2866 3.1337 -0.4225
Si 12.8122 6.3271 -1.9688
Si 5.6519 8.9929 -0.2233
Si 4.3656 -0.6525 -2.1854
Si 3.2882 6.0033 -0.0493
Si 9.3334 8.7981 0.0753
Si 8.3389 2.0697 -0.3969
Si 6.2255 6.504 -0.874
Si 3.7891 9.6901 1.2416
Si 3.5754 1.983 -0.8869
Si 6.0663 3.5879 -1.6523
Si 8.5129 6.4147 0.2168
Si 7.4562 -1.9152 1.1879
Si 10.7428 5.3978 0.0567
Si 11.3234 9.2444 1.3117
Si 13.5394 1.6789 0.8225
Si 12.2257 4.7082 -4.4845
Si 3.684 7.9628 2.8739
Si 3.5781 0.3693 2.2468
Si 3.5536 5.5239 2.663
Si 7.4613 8.0363 2.9376
Si 7.5586 0.267 2.1374
Si 7.6332 5.7236 2.4217
Si 11.3642 7.7662 3.0543
Si 11.628 -0.0789 2.1025
Si 11.3019 5.4709 2.4689
Si 1.7955 8.2394 4.2278
Si 1.7524 0.5035 3.6732
Si 1.6624 4.7403 3.7848
Si 5.5246 8.3465 4.2438
Si 5.5981 0.6612 3.4686
Si 5.6142 4.8279 3.562
Si 9.4206 8.2966 4.2026
Si 9.5663 0.552 3.3788
Si 9.4228 4.8564 3.7691
Si 1.7976 6.3122 5.5566
Si 1.7767 -1.2127 5.2284
Si 1.7616 2.6374 4.8259
Si 5.4726 6.3503 5.4462
Si 5.6078 -1.0984 5.2444
Si 5.5547 2.7057 4.7006
Si 9.3882 6.4317 5.592
Si 9.5266 -1.166 5.2032
Si 9.4965 2.623 4.6552
Si 3.6612 6.4026 7.0197
Si 3.6448 -1.1736 6.6
Si 3.6733 2.7683 6.2788
Si 7.3406 6.445 6.8225
Si 7.5876 -1.2777 6.5775
Si 7.5221 2.5351 5.9792
Si 11.4128 6.4245 6.844
Si 11.4527 -1.2559 6.6031
Si 11.3764 2.6176 6.148
Si 3.5663 0.8881 7.6982
Si 3.6824 4.3144 8.2516
Si 3.2228 8.5826 8.1833
Si 7.4813 0.7898 7.5968
Si 7.382 4.2208 7.5895
Si 7.0744 8.4476 8.1311
Si 1.6826 1.3229 9.1212
Si 11.4001 4.3309 7.8603
Si 12.0874 8.4058 7.9776
Si 11.4127 0.8168 7.6614
Si 9.3308 3.6897 8.7359
Si -0.9522 8.4309 9.7629
Si 5.5501 0.9865 8.9045
Si 5.7774 3.3976 9.1909
Si 5.2814 9.8877 9.2937
Si 9.4334 1.3836 8.7574
Si 1.5601 3.7731 9.422
Si 9.7657 11.118 11.0366
Si 8.4711 0.2525 16.4902
Si 7.7196 7.8312 20.3312
Si 8.4082 7.6293 9.9402
Si 5.656 7.2845 16.2635
Si 0.91 4.9372 11.5496
Si 7.9666 3.3935 21.2381
Si -0.0806 0.943 16.2696
Si 3.5273 6.7938 20.0248
Si 4.9166 4.451 15.5485
Si 4.9388 4.1095 20.5425
Si 7.8213 5.8719 18.0495
Si 10.3214 4.7878 12.8159
Si 2.012 0.55 14.233
Si 4.474 2.6371 17.9295
Si 8.1951 4.465 10.6108
Si 7.1564 3.0476 16.8348
Si 0.415 8.0387 11.566
Si 7.5265 9.3629 14.6468
Si 2.652 0.1079 17.0904
Si 10.1706 7.6783 14.0042
Si -0.0447 3.8663 15.5467
Si 4.2192 9.1757 18.1018
Si 7.1879 9.6894 11.7953
Si 2.5339 3.5698 13.9016
Si 0.6744 7.0176 19.3552
Si -0.8707 6.5993 16.8374
Si 1.153 10.8607 11.6453
O 12.471 2.9474 0.7201
O 2.5258 7.4091 0.1964
O 14.1334 5.4875 -1.4391
O 4.1268 0.4325 -0.9911
O 4.9114 6.1098 0.0451
O 6.1009 5.1981 -1.9739
O 9.2936 4.2176 20.7163
O 2.1823 6.4269 19.1766
O 4.0337 8.2523 19.4473
O 11.6955 6.4932 -0.78
O 3.0419 4.9484 1.1642
O 4.8147 3.0533 -0.7232
O 9.8677 2.4374 0.016
O 12.4351 0.3899 0.6433
O 9.1603 8.0128 21.0317
O -1.5272 10.008 9.8786
O 4.2964 3.0633 19.4761
O 6.6401 9.6371 13.3188
O 1.0662 0.4373 17.3172
O -0.2933 5.8275 19.8861
O 10.0872 0.1209 16.485
O 5.5007 -1.6789 -1.6474
O 2.9251 0.0029 15.4739
O 1.5298 3.9042 15.1423
O 8.3736 1.1814 -1.7454
O 6.0376 2.2432 17.7047
O 1.3432 3.2505 -4.2245
O 9.4911 9.6359 -1.3684
O 6.5599 4.0182 20.6843
O 5.5254 -1.4133 18.2056
O 2.5379 1.9674 13.6607
O -0.2319 8.3273 13.0519
O 1.1614 6.5919 11.4889
O 10.6049 3.9036 14.1741
O 9.5989 12.5829 10.3697
O 12.0362 5.4649 -3.0866
O 6.4171 3.7849 15.5692
O 6.6541 3.8279 10.5965
O 5.0238 6.0755 15.3769
O 8.0284 1.8465 20.7002
O 6.4872 6.5176 17.4115
O 1.43 9.2954 11.2666
O 3.5425 1.3364 17.6707
O -0.7496 7.4621 15.4816
O 7.8285 -0.7488 15.3743
O 1.6442 0.3062 10.4521
O 9.0559 4.173 11.9741
O 5.8575 9.8577 10.8665
O 9.1388 6.5297 17.3656
O 7.9351 8.3173 11.3658
O 8.0878 6.0437 10.2194
O 6.6683 8.32 15.5444
O 9.7773 6.2611 13.3128
O 4.6208 5.6021 19.9393
O 8.9146 8.668 14.1924
O 6.0028 2.7037 -3.0418
O -0.342 5.1004 16.5457
O 1.6338 5.6014 -5.4246
O 4.0506 3.9798 14.2733
O 8.1294 1.8476 16.3035
O 4.1687 3.8983 16.9148
O 2.0285 -0.4601 12.9883
O 7.7268 6.356 19.6134
O 7.8442 4.2462 17.7482
O 2.0628 4.3509 12.5778
O 4.4103 8.1392 16.864
O 3.003 -1.3167 17.8112
O 8.3336 10.8552 11.7696
O 7.4404 3.3677 -0.7947
O 11.7904 2.464 -1.8805
O -0.4378 11.1143 11.9764
O -0.3703 2.5334 16.4147
O 7.6099 1.3217 0.8283
O 0.4757 0.6826 14.7649
O 0.0773 7.3872 17.8969

Results
free energy: -46458.663 eV
free energy less fixed offsets of O -463.61, Si -117.95 eV per atom: -10.863 eV
pressure: -2.66 GPa
stress xx, yy, zz, yz, xz, xy (GPa, positive in tension): 3.22, 3.55, 1.2, -0.11, -0.11, 0.18

Forces (eV/angstrom), in the order of the atoms: element, x, y, z
Si 0.7256 0.049 0.3908
Si 0.0839 0.0551 -0.5233
Si -0.1208 -0.2318 -0.3202
Si -0.061 0.5577 -0.7645
Si 0.0442 0.0492 -0.2084
Si -0.0952 -0.3326 0.208
Si 0.0291 0.6788 -0.021
Si -0.1417 -0.0054 -0.1576
Si 0.1633 -0.6458 0.1381
Si -0.5666 -0.0669 -0.2225
Si -0.2213 0.0318 -0.4749
Si -0.0859 -0.0764 -0.3956
Si -0.092 -0.3869 -0.2937
Si 0.1599 -0.3338 -0.0373
Si 0.0206 0.2436 0.0438
Si 0.0902 -0.2334 -0.1152
Si 0.3531 -0.5784 -1.1271
Si 0.0071 -0.1974 -0.4067
Si -0.0046 0.063 0.0643
Si 0.1419 -0.2664 0.3248
Si -0.2017 -0.3141 -0.1257
Si -0.147 0.0916 0.36
Si -0.1678 0.3713 -0.5634
Si 0.0146 0.0484 0.1984
Si 0.0151 -0.0435 -0.1207
Si -0.1451 -0.2954 -0.3006
Si 0.076 0.1141 0.1715
Si 0.0615 -0.0731 -0.1693
Si 0.2494 -0.1927 0.4372
Si 0.0749 0.2109 0.0322
Si -0.0134 -0.1532 -0.2151
Si -0.3077 0.0866 0.3896
Si -0.0314 0.0202 -0.0395
Si -0.0464 -0.0279 0.0272
Si 0.2933 -0.0098 0.2521
Si 0.0683 -0.0162 -0.0603
Si -0.3009 -0.021 0.017
Si -0.2215 -0.0481 0.0732
Si 0.0675 0.0323 0.0794
Si 0.2851 0.327 0.0691
Si -0.032 -0.1019 -0.1873
Si 0.1723 -0.114 0.1372
Si -0.038 0.2021 0.1767
Si 0.0799 -0.0767 -0.1389
Si -0.1603 0.0064 0.1247
Si 0.1568 -0.0347 0.1351
Si -0.1294 0.0209 -0.0962
Si -0.126 -0.1118 -0.1261
Si -0.2243 -0.3619 -0.1865
Si -0.0692 0.0588 -0.1114
Si -0.1722 0.1155 -0.1777
Si 0.1546 0.1076 0.005
Si 0.0815 -0.0132 0.0612
Si 0.0127 0.2228 0.0328
Si 0.1135 0.2582 -0.0566
Si -0.1944 -0.0084 -0.0513
Si 0.1139 0.1859 -0.2945
Si -0.0022 -0.1129 -0.0667
Si 0.1396 -0.2299 -0.2691
Si 0.0149 0.4601 -0.2165
Si -0.2343 -0.2835 0.3223
Si -0.1724 -0.1375 -0.0561
Si -0.0052 0.1533 -0.1495
Si -0.085 0.0445 0.1
Si -0.0972 0.1359 0.3139
Si -0.178 0.1491 -0.1017
Si -0.1839 -0.4791 -0.4096
Si 0.6688 0.2807 0.697
Si 0.4205 -0.3333 0.7366
Si 0.0486 0.3186 0.1539
Si 0.0778 0.0644 -0.1708
Si -0.1197 0.3739 0.2394
Si 0.0625 -0.0998 0.0362
Si 0.1641 -0.0903 -0.447
Si -0.5122 -0.4646 0.439
Si -0.0638 0.0142 0.0646
Si 0.5158 0.1653 0.42
Si -0.0978 0.3662 -0.2308
Si -0.2339 -0.116 0.0173
Si -0.1885 0.0251 -0.4326
Si 0.0288 0.1729 0.0047
Si 0.0889 0.1087 -0.0178
Si 0.0449 0.117 -0.0395
Si -0.5487 -0.0521 0.0258
Si -0.0343 -0.0742 0.0308
Si -0.0873 -0.1249 -0.083
Si 0.3746 -0.4689 -0.5438
Si 0.1103 -0.0926 0.0132
Si -0.0889 0.2736 0.354
Si -0.156 0.0649 0.1538
Si 0.0955 -0.1666 0.0315
Si 0.147 0.1365 0.333
Si 0.0887 0.0077 0.3901
Si -0.0138 0.0229 -0.1213
Si -0.3165 -0.0009 0.3245
Si 0.0801 -0.303 0.4035
Si 0.0903 0.0693 -0.2996
Si 0.1379 0.2365 0.126
Si 0.1563 0.0524 0.2218
O -0.1126 -0.4368 0.1704
O -0.1581 -0.3017 -0.067
O -0.0834 0.198 0.0889
O -0.0423 0.2601 -0.125
O -0.1706 0.1374 -0.2936
O -0.0848 0.5406 0.4953
O 0.0957 0.0411 0.1346
O 0.0876 0.1692 0.3762
O -0.0018 -0.1329 0.0453
O -0.0519 -0.1044 -0.0104
O 0.0912 0.5734 -0.2092
O -0.0041 -0.1027 -0.2089
O 0.0987 -0.0971 -0.0142
O 0.1406 0.9996 0.7028
O 0.0933 -0.0575 0.1117
O 0.0635 0.0416 0.0421
O 0.1949 0.1033 -0.0539
O 0.3108 -0.0502 -0.2306
O 0.1197 0.0719 -0.2375
O -0.0823 -0.0684 0.3617
O 0.0108 0.2007 -0.044
O -0.1283 -0.0909 0.2426
O -0.3083 0.222 0.0367
O -0.0378 -0.0259 -0.2717
O 0.0307 0.1194 0.2439
O -0.1278 0.2916 -0.0372
O -0.1782 0.0565 0.3013
O 0.0048 -0.3031 -0.0871
O -0.0341 -0.1383 -0.0352
O 0.0974 -0.0616 0.1194
O -0.1019 0.1563 0.082
O 0.169 -0.1699 -0.2731
O -0.0363 -0.488 -0.1326
O 0.0811 0.2356 -0.1554
O 0.0342 -0.5267 0.0303
O 0.1868 0.0799 0.3361
O -0.1951 0.0217 0.2414
O 0.0796 0.2542 -0.2093
O 0.0791 -0.2036 0.1993
O -0.0414 -0.2509 0.1414
O 0.0685 -0.0965 -0.025
O -0.0599 0.0529 0.1527
O -0.0118 0.1061 -0.0449
O -0.21 -0.1515 -0.2747
O 0.0409 -0.0869 0.0018
O -0.0198 0.1472 -0.1489
O -0.2264 0.2819 0.3388
O 0.1732 -0.0195 -0.4056
O 0.008 -0.1781 0.0237
O 0.063 0.0126 -0.2961
O 0.003 0.5655 0.1813
O 0.0399 0.0473 -0.0968
O 0.2248 -0.1983 -0.0608
O -0.0305 -0.1405 0.2273
O 0.0261 -0.0653 -0.0987
O 0.0175 0.0256 0.4713
O -0.0759 -0.0926 -0.2586
O -0.1348 -0.0414 0.0853
O -0.1429 0.0123 0.0573
O -0.1073 0.0466 0.129
O 0.2237 -0.1224 -0.0669
O -0.1474 0.0875 -0.1843
O -0.032 0.1457 0.0421
O -0.1924 -0.0239 -0.0767
O -0.2717 0.1164 -0.1945
O 0.1938 0.0217 0.1362
O 0.085 0.095 -0.0474
O 0.1113 -0.2182 -0.1777
O 0.0102 -0.1994 0.0115
O -0.0559 0.1417 0.5837
O -0.0576 -0.0389 -0.2924
O 0.1427 0.0298 -0.2431
O 0.129 -0.3027 0.3612
O 0.3295 0.091 0.0992
O -0.1312 -0.2521 0.1264

The program warned: the forces do not sum to zero within the program's tolerance.
